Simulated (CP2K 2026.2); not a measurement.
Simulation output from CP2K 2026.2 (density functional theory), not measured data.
Periodic cell of 534 atoms, Si358O176, from a study of silicon, its oxide and their interface. The atomic structure is a simulated model.
Doubt: the forces sum to 3.04 eV/angstrom along one axis rather than to zero, so they err by at least 0.0057 eV/angstrom per atom on average; the grid cutoff is modest.

Settings: functional PBE; method Gaussian and plane waves; basis set DZVP-MOLOPT-SR-GTH; pseudopotentials GTH-PBE; grid cutoff 350 Ry, relative cutoff 50 Ry; k points Gamma only; occupations fixed; spin none; net charge 0.

Cell vectors (angstrom)
a	16.32	0	0
b	0	16.32	0
c	0.4939	-0.401	35.6387

Atoms and the computed forces on them: element, x, y, z (angstrom), force x, y, z (eV/angstrom)
Si	0.023	16.12	0.105	0.008	-0.118	0.553
Si	3.311	1.795	35.524	0.258	0.055	0.723
Si	15.851	5.867	0.123	0.251	0.033	0.794
Si	2.792	8.365	35.627	0.092	-0.321	0.922
Si	0.96	10.932	35.56	0.409	0.253	0.414
Si	3.729	12.878	0.31	-0.083	-0.05	0.703
Si	6.086	15.968	0.414	0.105	-0.365	0.527
Si	8.213	2.776	0.213	0.093	-0.189	0.759
Si	6.241	4.319	35.348	-0.248	0.422	0.68
Si	8.893	7.367	35.489	-0.083	0.133	0.626
Si	5.213	11.026	0.515	-0.149	0.219	0.602
Si	7.192	13.892	0.071	-0.328	0.219	0.584
Si	11.972	15.945	0.062	0.569	-0.11	0.474
Si	14.424	2.287	0.231	-0.035	-0.123	0.776
Si	10.737	5.678	0.188	-0.101	-0.034	0.625
Si	13.613	8.027	0.407	-0.01	0.104	0.464
Si	11.928	9.779	35.413	-0.196	0.245	0.777
Si	13.277	13.925	0.183	-0.126	0.008	0.498
Si	1.502	1.059	1.432	0.008	0.041	-0.08
Si	4.167	3.75	1.167	-0.046	-0.004	-0.03
Si	1.318	6.951	1.235	0.049	-0.009	-0.089
Si	3.999	9.392	1.515	0.002	-0.08	-0.045
Si	1.737	12.314	1.529	0.119	0.057	-0.034
Si	4.34	14.827	1.503	-0.067	0.092	-0.177
Si	7.096	1.277	1.635	-0.043	0.135	0.028
Si	9.667	4.039	1.478	0.007	0.051	-0.042
Si	6.788	6.543	1.076	-0.025	-0.084	-0.034
Si	9.66	9.33	1.185	-0.008	0.022	-0.069
Si	6.83	12.177	1.635	-0.001	-0.063	-0.095
Si	9.589	14.817	1.342	-0.024	-0.151	0.744
Si	12.708	1.303	1.461	-0.009	0.079	-0.118
Si	15.221	4.049	1.524	0.058	0.012	-0.008
Si	12.229	6.697	1.663	-0.011	-0.024	0.007
Si	14.918	9.565	1.538	-0.042	-0.41	0.306
Si	12.32	12.009	1.188	-0.044	0.005	-0.035
Si	15.05	14.768	1.478	-0.012	-0.009	-0.024
Si	0.265	2.618	2.799	-0.007	-0.079	0.013
Si	2.867	16.112	2.818	0.033	0	0.033
Si	0.081	8.192	2.791	-0.016	0.053	-0.018
Si	2.808	5.36	2.465	-0.048	-0.032	-0.042
Si	0.185	13.519	2.816	-0.038	0.003	0.033
Si	2.801	10.783	2.952	-0.006	0.042	-0.064
Si	5.521	2.603	2.766	0.038	0.02	-0.024
Si	8.357	16.131	2.894	0.021	-0.041	-0.064
Si	5.527	7.943	2.585	0.012	0.03	-0.038
Si	8.161	5.362	2.706	0.009	0.022	0.024
Si	5.549	13.51	3.027	0.011	0.032	0.028
Si	8.377	10.748	2.644	0.049	-0.023	0.045
Si	11.103	2.592	2.697	-0.001	-0.023	0.016
Si	13.837	16.192	2.905	-0.031	-0.019	-0.006
Si	10.87	8.124	2.859	-0.011	0.022	0.021
Si	13.672	5.25	2.849	-0.023	0.028	-0.011
Si	10.981	13.391	2.635	0.008	0.016	-0.13
Si	13.585	10.875	2.864	-0.028	-0.033	-0.022
Si	1.584	4.04	4.068	0.043	0.006	-0.002
Si	4.201	1.228	4.141	-0.002	-0.014	-0.013
Si	1.43	9.427	4.247	-0.005	-0.04	0.008
Si	4.176	6.631	3.987	-0.021	-0.044	-0.024
Si	1.485	14.855	4.227	-0.025	0.003	0.012
Si	4.179	12.12	4.288	-0.061	0.033	0.044
Si	6.876	3.979	4.111	0.01	-0.006	-0.003
Si	9.747	1.236	4.12	0.014	-0.013	0.005
Si	6.921	9.366	3.964	-0.001	0.032	-0.038
Si	9.521	6.697	4.133	0.008	-0.025	-0.006
Si	6.949	14.872	4.279	-0.013	-0.037	0.032
Si	9.649	12.105	4.105	0.004	0.016	0
Si	12.342	3.915	4.195	-0.048	0.005	0.052
Si	15.176	1.284	4.195	0.003	0.054	-0.018
Si	12.272	9.459	4.199	-0.01	-0.006	-0.005
Si	15.044	6.73	4.1	0.012	-0.004	-0.041
Si	12.347	14.795	4.079	0.018	-0.025	-0.026
Si	15.091	12.152	4.153	0.044	0.002	-0.03
Si	16.447	-0.088	10.95	0.005	0.002	0.011
Si	2.856	2.634	10.936	-0.018	0.008	-0.015
Si	16.452	5.336	10.937	0.005	-0.026	0.002
Si	2.858	8.06	10.956	-0.008	-0.018	0.002
Si	16.459	10.784	10.939	-0.013	0.022	0.003
Si	2.853	13.496	10.937	0.009	-0.006	-0.008
Si	5.574	-0.11	10.954	-0.028	0.001	-0.009
Si	8.262	2.593	10.955	-0.012	0.027	-0.002
Si	5.558	5.327	10.963	0.007	-0.01	-0.005
Si	8.28	8.029	10.966	0.012	-0.009	0.006
Si	5.567	10.763	10.975	0.028	-0.02	0.002
Si	8.282	13.493	10.958	0.009	-0.004	-0.006
Si	10.983	16.195	10.972	0.023	-0.016	0.01
Si	13.712	2.61	10.949	0.013	-0.01	0.008
Si	10.988	5.313	10.937	-0.007	0.018	-0.009
Si	13.726	8.057	10.91	-0.022	0.011	-0.008
Si	10.982	10.763	10.936	0.002	0.022	-0.003
Si	13.704	13.489	10.943	-0.02	0.018	-0.003
Si	1.497	1.284	12.29	-0.002	-0.015	-0.005
Si	4.215	3.955	12.328	-0.005	0.016	-0.004
Si	1.516	6.68	12.294	-0.011	0.028	0.006
Si	4.216	9.407	12.349	-0.018	0.011	0.017
Si	1.496	12.151	12.31	0.001	0.01	0.007
Si	4.205	14.858	12.31	-0.005	-0.007	-0.013
Si	6.912	1.235	12.349	0.025	-0.009	0.014
Si	9.614	3.955	12.307	0.02	-0.03	0.01
Si	6.908	6.683	12.333	-0.011	-0.018	-0.009
Si	9.644	9.404	12.312	0.013	0.007	-0.003
Si	6.932	12.135	12.326	0	0.016	-0.017
Si	9.624	14.835	12.354	-0.007	0.011	0.015
Si	12.356	1.23	12.314	-0.016	0.016	0.001
Si	15.088	3.974	12.293	-0.015	0	-0.003
Si	12.378	6.685	12.265	0.026	0.003	-0.014
Si	15.078	9.428	12.274	-0.001	-0.027	-0.002
Si	12.334	12.132	12.285	-0.012	-0.031	-0.011
Si	15.065	14.859	12.278	-0.008	-0.03	-0.006
Si	16.458	2.629	13.658	0.004	0.016	0.003
Si	2.839	-0.078	13.65	0.022	-0.007	0.007
Si	16.457	8.055	13.594	-0.008	0.032	0.002
Si	2.897	5.348	13.682	0	-0.042	0.01
Si	16.423	13.523	13.64	-0.014	0.031	-0.007
Si	2.863	10.804	13.686	-0.005	0.011	0.011
Si	5.527	2.572	13.723	-0.041	0.002	0.019
Si	8.249	-0.138	13.731	0.008	-0.02	-0.002
Si	5.584	8.048	13.73	0.04	-0.001	0.002
Si	8.234	5.289	13.686	-0.01	0.046	0.003
Si	5.567	13.504	13.677	0.014	-0.011	-0.017
Si	8.297	10.771	13.682	-0.014	0.008	0.014
Si	10.956	2.566	13.651	0.006	-0.009	0.018
Si	13.729	-0.128	13.676	0.012	-0.031	0.004
Si	11.048	8.048	13.634	0.004	-0.024	0.003
Si	13.729	5.336	13.643	-0.003	0.015	0.01
Si	10.998	13.456	13.695	0.015	-0.011	-0.004
Si	13.704	10.795	13.628	-0.01	0.053	-0.007
Si	1.529	3.983	15.005	-0.017	0.003	0.009
Si	4.176	1.192	15.116	-0.035	-0.065	0.044
Si	1.477	9.405	14.965	0.005	-0.038	-0.032
Si	4.256	6.666	15.112	-0.031	0.001	0.052
Si	1.401	14.964	14.976	-0.041	-0.025	-0.02
Si	4.194	12.208	15.061	0.025	0.005	0.021
Si	6.87	3.926	15.092	0.008	-0.032	0.038
Si	9.625	1.209	15.078	0.022	0.056	-0.026
Si	6.929	9.461	15.071	-0.042	0.028	0.044
Si	9.64	6.698	14.936	0.036	0.019	-0.004
Si	6.897	14.808	15.116	-0.005	0.02	-0.004
Si	9.666	12.081	15.083	0.013	-0.021	0.027
Si	12.33	3.948	14.94	0.008	0.018	-0.048
Si	15.097	1.258	15.01	0.009	-0.026	0.003
Si	12.411	9.411	15.014	0.003	-0.012	0.018
Si	15.134	6.704	14.971	-0.009	-0.038	-0.017
Si	12.379	14.805	15.039	-0.011	0.02	-0.01
Si	15.06	12.156	14.982	-0.02	-0.012	-0.021
Si	16.446	-0.011	16.476	0.041	0.012	0.001
Si	2.791	2.599	16.429	-0.018	-0.003	-0.036
Si	16.52	5.377	16.331	-0.018	0.047	-0.013
Si	2.831	8.076	16.352	0.003	0.037	0.028
Si	16.391	10.738	16.273	-0.043	0.017	-0.005
Si	2.738	13.626	16.291	-0.006	-0.01	-0.038
Si	5.495	16.105	16.533	0.012	-0.006	0.012
Si	8.195	2.513	16.442	0.016	-0.038	0.017
Si	5.581	5.274	16.56	0.058	0.044	0.04
Si	8.38	8.09	16.341	-0.018	0.029	-0.039
Si	5.56	10.854	16.445	0.034	0.016	-0.003
Si	8.307	13.444	16.441	0.006	0.033	-0.003
Si	11.02	-0.171	16.393	-0.007	-0.039	-0.01
Si	13.692	2.608	16.285	-0.026	0.032	0.006
Si	10.938	5.283	16.255	-0.021	-0.04	0.019
Si	13.834	8.082	16.346	0.019	-0.023	0.034
Si	11.058	10.705	16.445	0.002	0.001	0.012
Si	13.777	13.505	16.43	-0.009	0.014	0.013
Si	1.364	1.456	17.939	-0.044	-0.004	0.013
Si	4.138	3.811	17.888	-0.028	-0.011	0.078
Si	1.566	6.692	17.764	0.028	-0.047	0.078
Si	4.118	9.495	17.709	-0.156	0.048	-0.038
Si	1.374	12.183	17.511	0.03	-0.119	-0.12
Si	3.879	14.962	17.865	-0.049	0.111	0.036
Si	6.876	1.111	17.898	-0.014	0.026	-0.014
Si	9.552	3.977	17.665	0.015	0.038	-0.015
Si	7.112	6.743	17.724	-0.014	-0.05	0.062
Si	9.748	9.3	17.858	0.033	-0.001	0.046
Si	7.03	12.077	17.864	-0.047	-0.069	0.074
Si	9.705	14.756	17.781	0.037	-0.002	0.015
Si	12.392	1.231	17.676	-0.006	-0.01	-0.043
Si	15.072	4.016	17.537	0.011	-0.002	-0.025
Si	12.371	6.654	17.467	0.01	0.018	-0.036
Si	15.263	9.368	17.801	0.058	0.022	0.001
Si	12.521	12.008	17.756	-0.03	-0.007	-0.012
Si	15.1	14.932	17.817	0.013	-0.003	-0.026
Si	16.192	2.863	19.187	0.11	0.005	0.068
Si	2.709	0.165	19.352	0.088	-0.121	0.071
Si	0.382	8.078	19.251	-0.015	0.014	0.078
Si	2.923	5.391	19.194	0.232	0.151	-0.543
Si	16.497	13.482	19.025	-0.033	0.049	0.042
Si	2.863	11.137	18.922	0.271	0.106	-0.497
Si	5.54	2.447	19.316	-0.043	-0.001	0.058
Si	8.288	16.034	19.197	0.028	-0.081	0.069
Si	5.603	8.13	18.871	0.092	0.042	0.039
Si	8.421	5.358	19.21	0.041	0.097	0.006
Si	5.955	12.701	19.913	-0.053	0.038	-0.623
Si	8.362	10.646	19.217	-0.08	0.089	0.008
Si	10.94	2.6	18.9	0	-0.039	0.002
Si	13.767	0.02	19.185	0.067	0.033	0.018
Si	11.189	7.821	19.049	-0.043	0.043	0.032
Si	13.744	5.391	18.79	-0.025	0.059	-0.019
Si	11.161	13.347	19.071	0.02	0.018	0.041
Si	13.87	10.649	19.175	-0.027	-0.022	0.028
Si	0.523	4.407	20.867	-0.208	-0.277	-0.638
Si	4.367	1.032	20.989	-0.049	0.091	-0.837
Si	1.689	9.248	21.023	-0.237	-0.356	-0.503
Si	4.831	6.323	20.121	-0.02	-0.246	-0.669
Si	1.612	14.711	20.409	-0.193	0.28	-0.682
Si	3.847	13.229	19.475	0.257	-0.083	-0.297
Si	6.412	4.492	20.11	-0.006	0.051	-0.787
Si	9.865	1.039	20.283	-0.385	0.41	-0.598
Si	6.447	9.731	20.361	0.573	-0.274	-0.754
Si	10.361	6.155	20.531	-0.348	0.157	-0.821
Si	7.982	14.594	21.104	0.173	0.323	-0.612
Si	9.759	12.103	20.467	0.21	-0.483	-0.357
Si	12.409	3.949	20.023	0	0.054	-0.6
Si	14.573	1.828	20.557	0.187	-0.254	-0.604
Si	12.776	8.915	20.371	0.024	0.057	-0.734
Si	14.999	6.769	20.203	0.166	0.051	-0.505
Si	12.144	15.12	20.284	0.411	-0.396	-0.604
Si	15.111	12.221	20.414	0.179	-0.355	-0.735
Si	4.495	15.48	23.318	0.145	-0.039	-0.166
Si	4.453	2.039	23.873	0.015	-0.058	-0.247
Si	2.62	3.14	26.102	0.093	-0.014	-0.086
Si	4.596	8.27	22.233	-0.112	-0.019	-0.304
Si	13.487	13.862	22.306	0.02	0.007	0.142
Si	4.995	12.488	24.515	-0.117	0.256	-0.14
Si	8.934	0.405	23.089	0.054	-0.086	-0.184
Si	8.636	3.098	24.265	-0.19	0.086	-0.131
Si	6.28	4.348	25.129	-0.1	-0.001	-0.009
Si	9.35	8.834	25.289	0.097	0.007	0.088
Si	10.496	14.78	25.104	-0.072	-0.022	-0.169
Si	11.629	12.1	23.97	0.104	0.141	-0.032
Si	12.293	1.578	27.606	0.021	-0.044	0.068
Si	15.368	14.729	24.684	-0.105	0.006	-0.159
Si	13.601	5.21	25.318	0.18	0.104	-0.028
Si	10.463	10.306	21.902	-0.17	0.325	-0.681
Si	13.921	10.525	25.326	0.057	0.102	-0.332
Si	14.995	12.805	26.848	-0.186	0.185	-0.023
Si	15.89	3.177	25.21	-0.062	-0.39	-0.967
Si	2.37	10.979	24.574	0	0.003	-0.101
Si	4.115	5.859	26.685	0.039	0.001	-0.16
Si	1.373	15.867	23.155	-0.02	0.092	-0.262
Si	6.497	0.614	31.088	-0.025	-0.133	0.02
Si	11.43	3.425	25.441	0.009	0.104	0.03
Si	3.798	8.596	25.129	-0.117	0.012	0.061
Si	8.99	7.678	22.599	0.035	0.048	-0.196
Si	7.511	11.247	25.561	-0.061	-0.204	0.026
Si	9.536	1.841	29.206	0.005	0.004	0.105
Si	13.257	15.242	26.567	0.039	-0.135	0.077
Si	16.339	2.257	23.019	-0.353	0.228	0.412
Si	12.315	7.924	25.585	-0.042	-0.093	-0.149
Si	16.172	10.688	23.012	-0.101	-0.2	-0.144
Si	3.287	14.898	29.193	-0.105	0.059	0.045
Si	15.044	2.392	27.937	0.227	-0.034	0.064
Si	15.761	1.387	30.469	-0.084	-0.083	0.018
Si	5.897	15.369	28.28	0.087	0.053	0.122
Si	0.625	13.544	29.136	0.076	0.11	0.119
Si	2.608	4.928	31.34	0.138	0.023	-0.087
Si	16.495	3.979	29.914	0.049	0.133	0.113
Si	3.904	11.174	26.756	-0.017	-0.187	-0.08
Si	7.343	5.284	22.742	0.03	-0.014	-0.155
Si	6.736	2.75	29.149	0.069	-0.115	-0.017
Si	4.376	10.507	29.738	-0.115	-0.11	0.18
Si	9.322	-0.091	31.548	0.032	0.03	0.025
Si	9.469	12.114	29.595	-0.167	-0.04	0.041
Si	8.405	13.769	27.073	0.067	0.008	0.036
Si	7.109	5.619	30.058	0.003	-0.014	0.089
Si	10.641	13.426	31.827	0.085	0.087	0.165
Si	7.642	9.121	27.753	0.185	0.074	-0.003
Si	11.742	5.644	27.323	0.06	-0.013	-0.044
Si	15.656	14.948	31.44	0.023	-0.075	0.177
Si	3.489	6.629	33.304	-0.175	0.015	0.131
Si	1.978	4.19	33.978	0.012	-0.011	0.152
Si	5.077	-0.052	33.582	0.005	-0.046	0.366
Si	2.638	12.669	31.083	-0.005	0.051	0.02
Si	5.492	5.061	32.363	-0.196	-0.122	0.063
Si	4.221	1.232	28.058	-0.122	-0.08	-0.026
Si	10.828	3.933	31.117	0.154	-0.177	0.099
Si	5.192	7.665	28.874	-0.079	0.118	0.004
Si	10.56	2.005	33.396	-0.086	0.033	0.169
Si	7.551	9.593	33.805	-0.138	-0.142	0.164
Si	6.834	11.291	31.294	0.019	0.056	0.381
Si	5.594	13.215	33.437	0.149	0.005	0.36
Si	10.105	10.626	33.049	0.196	-0.19	0.117
Si	13.855	3.566	31.176	0.155	-0.007	-0.024
Si	13.035	3.382	34.031	-0.081	-0.103	0.104
Si	9.663	9.367	30.089	-0.046	0.048	0.179
Si	10.164	6.378	29.889	-0.033	0.085	0.022
Si	13.252	14.498	33.137	0.176	0.054	0.419
Si	1.075	13.415	33.583	0.017	0.103	0.333
O	1.235	14.708	34.612	0.422	0.08	-0.282
O	15.86	0.664	35.23	0.072	0.001	-0.52
O	2.3	2.842	34.777	-0.536	-0.07	-0.25
O	3.888	0.737	34.388	-0.264	-0.445	-0.023
O	0.535	4.785	34.371	-0.186	-0.005	-0.365
O	1.564	4.856	30.067	0.082	0.187	-0.24
O	4.237	4.56	31.369	0.237	-0.201	-0.426
O	3.334	7.963	34.144	0.448	0.154	-0.412
O	0.653	12.071	34.417	-0.4	0.078	-0.326
O	2.311	12.908	32.655	0.607	-0.393	0.007
O	5.271	0.653	32.144	-0.224	0.424	-0.483
O	6.271	-0.307	29.754	0.171	-0.367	-0.116
O	8.827	14.02	0.111	0.394	-0.288	-0.631
O	6.337	0.001	34.599	0.419	0.452	-0.408
O	9.467	1.777	34.549	0.082	-0.392	-0.181
O	8.872	10.482	34.095	0.186	0.499	0.372
O	5.716	4.286	33.781	0.137	-0.172	-0.118
O	6.904	5.09	31.586	0.418	-0.311	0.306
O	7.097	9.999	32.278	-0.324	-0.23	-0.143
O	8.089	8.072	34.194	-0.144	-0.236	-0.361
O	6.315	10.03	34.737	-0.075	-0.039	-0.302
O	15.37	10.736	0.431	-0.279	-0.039	-0.097
O	5.984	12.45	32.068	-0.263	0.268	-0.467
O	7.018	13.186	34.244	0.216	0.095	-0.565
O	12.053	2.086	34.004	0.049	-0.501	0.006
O	10.391	15.93	0.46	-0.385	0.454	-0.302
O	14.387	2.781	34.636	0.304	0.093	-0.286
O	13.566	4.044	32.678	-0.056	0.658	-0.066
O	10.115	6.285	35.101	-0.124	0.077	-0.29
O	12.264	4.582	34.778	0.306	0.201	-0.324
O	15.14	6.521	35.333	-0.123	-0.047	-0.376
O	13.084	8.615	35.162	-0.06	-0.075	-0.277
O	11.425	10.179	33.895	0.315	-0.211	-0.663
O	9.823	9.729	31.699	-0.1	-0.186	-0.131
O	16.268	0.123	31.317	0.275	0.253	0.318
O	14.045	13.492	34.162	0.487	-0.521	-0.433
O	3.163	2.549	24.697	-0.461	-0.19	-0.012
O	2.011	4.946	20.503	0.075	0.178	0.35
O	4.865	15.943	21.756	0.422	-0.516	-0.182
O	4.115	2.061	22.261	0.042	0.293	0.126
O	2.036	10.669	20.288	-0.085	0.23	0.306
O	0.571	9.442	22.217	-0.286	-0.407	0.226
O	4.688	6.729	21.721	0.149	-0.399	0.629
O	3.139	8.778	21.638	0.015	-0.192	0.241
O	0.862	15.148	21.791	-0.401	-0.148	0.16
O	2.882	15.401	23.424	-0.14	-0.514	0.029
O	2.891	13.723	20.747	0.269	-0.313	0.689
O	6.35	11.549	24.42	0.278	-0.312	-0.429
O	6.471	4.379	21.739	-0.125	-0.41	0.395
O	7.724	3.681	25.497	0.317	0.098	0.803
O	10.954	-0.137	20.305	0.035	-0.123	0.216
O	9.599	1.279	21.88	-0.064	0.525	0.466
O	5.75	11.202	20.556	-0.399	0.08	0.477
O	8.685	10.291	24.951	0.077	0.176	-0.297
O	10.231	6.814	22.026	0.611	-0.094	0.227
O	7.737	6.738	22.109	-0.396	0.017	-0.515
O	7.972	15.579	22.411	-0.492	-0.167	0.548
O	6.628	13.71	21.001	-0.348	-0.009	0.618
O	9.132	13.432	21.278	0.286	0.121	0.7
O	10.665	10.985	23.343	-0.18	-0.213	0.378
O	11.414	4.947	20.868	0.193	0.005	0.265
O	13.384	2.936	20.877	-0.15	-0.222	0.205
O	15.197	1.561	22.057	-0.309	-0.59	0.513
O	0.461	15.401	24.384	0.147	-0.058	0.471
O	11.881	9.542	21.595	-0.013	-0.07	0.293
O	12.588	11.422	25.073	-0.152	0.302	0.498
O	15.796	5.652	21.142	-0.233	-0.071	0.31
O	13.91	7.819	20.921	-0.153	0.199	0.669
O	12.433	15	21.9	-0.036	0.239	0.518
O	15.598	13.331	25.442	0.211	-0.535	-0.322
O	14.118	13.441	20.877	-0.016	0.487	-0.528
O	12.676	12.591	22.844	-0.072	-0.402	-0.059
O	4.906	0.492	24.195	0.651	-0.095	0.569
O	5.072	14.025	23.876	0.453	-0.101	-0.255
O	1.228	1.156	23.051	0.638	0.227	0.141
O	6.491	5.554	24.073	-0.309	0.655	0.246
O	3.072	4.627	26.584	-0.022	0.226	0.066
O	1.051	3.34	25.834	0.079	0.353	0.423
O	4.716	8.394	23.825	0.613	0.037	0.351
O	2.401	11.39	26.152	-0.493	0.186	0.236
O	14.582	14.427	23.313	0.436	0.345	-0.014
O	1.027	11.435	23.838	-0.08	0.762	0.305
O	9.953	15.896	24.054	0.091	-0.079	-0.118
O	4.758	12.427	26.142	0.401	0.594	0.376
O	8.137	1.578	23.895	-0.377	0.016	0.318
O	5.552	3.121	24.348	0.048	-0.054	0.171
O	6.295	8.227	27.822	-0.054	-0.133	-0.535
O	10.195	2.93	24.57	0.241	-0.082	-0.437
O	5.518	5.091	26.336	0.399	-0.143	0.27
O	3.642	7.099	25.731	-0.139	-0.086	-0.288
O	8.807	7.761	24.195	-0.159	-0.337	0.345
O	8.568	4.269	23.118	0.426	-0.128	0.013
O	13.735	13.806	27.212	-0.493	-0.181	0.129
O	5.957	9.046	21.765	0.19	-0.064	0.33
O	11.986	15.128	25.591	0.198	-0.016	-0.063
O	10.663	13.289	24.474	-0.47	-0.078	-0.11
O	9.797	3.145	30.138	-0.455	0.243	-0.088
O	12.873	0.056	27.65	0.135	-0.316	0.246
O	14.504	15.709	25.635	0.113	0.553	-0.177
O	15.149	2.241	26.33	-0.173	-0.226	-0.279
O	11.698	7.206	26.898	-0.434	0.235	0.626
O	12.602	4.149	24.585	-0.112	-0.185	-0.781
O	14.936	10.369	24.035	0.055	-0.397	-0.16
O	13.445	9.055	25.785	0.36	-0.036	0.238
O	14.617	11.255	26.592	0.342	-0.285	0.366
O	9.238	9.186	22.005	-0.561	0.173	-0.252
O	3.316	14.092	30.617	0.266	0.431	0.483
O	15.66	11.672	21.845	0.267	-0.054	0.093
O	15.548	1.128	28.86	-0.188	-0.653	-0.228
O	0.599	3.578	22.259	0.147	0.16	0.451
O	3.105	5.346	34.268	0.322	-0.03	0.389
O	2.553	6.442	31.976	-0.232	0.522	-0.574
O	2.452	9.339	24.569	-0.33	-0.43	-0.455
O	4.395	9.692	26.198	0.39	-0.125	0.372
O	4.641	14.348	28.467	0.083	-0.563	-0.237
O	7.176	14.659	27.627	0.105	-0.096	0.052
O	9.445	0.423	30.012	-0.242	-0.249	-0.473
O	3.086	2.023	27.208	-0.106	-0.321	0.056
O	14.377	2.022	31.072	-0.496	-0.256	-0.023
O	13.281	5.199	26.943	0.542	0.117	0.294
O	3.932	11.189	28.345	-0.014	0.25	-0.016
O	6.763	2.152	30.66	0.134	0.35	0.348
O	8.197	11.882	30.615	-0.041	0.324	0.186
O	8.805	8.468	26.786	0.066	-0.532	0.121
O	9.511	14.737	26.395	0.083	0.53	0.366
O	9.003	12.88	28.274	-0.076	-0.204	-0.178
O	7.972	12.75	25.91	0.048	0.201	-0.43
O	10.834	1.682	28.272	-0.026	-0.012	-0.36
O	12.342	3.654	30.568	-0.148	-0.103	-0.709
O	12.071	2.097	26.096	0.331	-0.385	-0.304
O	15.11	4.639	25.083	0.385	0.536	-0.145
O	13.449	2.518	28.267	-0.184	0.266	0.2
O	13.13	6.707	24.803	0.069	-0.014	-0.326
O	10.972	8.712	25.059	0.078	0.498	0.091
O	1.832	14.498	28.561	-0.05	0.084	-0.408
O	3.696	11.689	23.885	0.08	0.083	-0.575
O	16.156	12.817	27.953	0.232	-0.374	0.056
O	12.112	13.722	32.344	-0.037	-0.155	-0.199
O	15.974	3.672	28.391	-0.079	0.402	-0.306
O	12.623	15.673	34.069	-0.093	0.647	-0.525
O	11.118	5.667	28.793	0.048	-0.323	0.004
O	0.561	2.546	30.569	0.756	-0.16	0.106
O	5.276	0.218	27.314	0.339	-0.021	-0.759
O	10.455	3.411	32.604	-0.163	0.466	0.153
O	3.485	11.28	30.872	0.049	-0.055	0.53
O	10.462	7.968	29.942	0.307	0.164	-0.279
O	1.97	3.891	32.406	-0.123	-0.692	-0.501
O	5.033	6.549	32.846	0.54	0.463	-0.252
O	1.313	12.486	30.155	-0.246	-0.477	0.196
O	3.436	0.229	29.13	-0.113	0.334	0.31
O	4.418	12.492	34.301	-0.42	-0.264	-0.375
O	16.343	13.964	32.499	-0.182	-0.056	-0.295
O	4.233	6.574	28.136	-0.52	-0.179	0.594
O	5.254	2.371	28.593	-0.295	0.618	0.068
O	7.765	0.079	31.939	-0.29	-0.397	0.526
O	8.096	2.113	28.462	0.008	-0.011	-0.65
O	4.316	8.873	29.559	-0.279	-0.401	0.279
O	7.529	3.332	35.268	0.221	0.157	-0.015
O	6.814	4.357	29.096	-0.197	0.026	-0.358
O	6.027	6.815	29.961	-0.087	0.046	0.368
O	9.668	14.702	31.897	-0.311	-0.1	0.143
O	4.952	14.687	33.221	-0.253	-0.144	-0.317
O	10.627	12.998	30.279	0.336	0.271	-0.58
O	5.923	10.819	30.055	0.349	-0.216	-0.4
O	10.865	4.544	26.498	-0.633	0.043	0.035
O	10.38	0.789	32.379	0.559	-0.158	-0.114
O	15.095	4.498	30.622	-0.022	0.601	0.083
O	14.154	15.126	31.966	-0.426	0.211	-0.504
O	8.22	9.183	29.295	-0.237	0.038	0.317
O	7.179	10.514	27.006	-0.368	0.018	0.359
O	8.571	6.182	29.68	-0.12	0.33	-0.486
O	10.547	5.529	31.21	0.012	0.153	0.737
O	10.134	12.191	32.718	-0.098	0.41	0.447
O	15.797	14.341	29.957	-0.383	0.203	-0.439
O	10.201	10.684	29.299	0.325	0.076	-0.402
O	1.816	9.599	35.166	0.056	-0.031	-0.295
Si	0.165	16.245	5.575	-0.002	-0.019	-0.005
Si	2.874	2.646	5.481	0.02	0.01	0.002
Si	0.14	5.36	5.43	-0.005	-0.003	-0.032
Si	2.862	8.007	5.446	0.035	-0.001	-0.014
Si	16.389	10.782	5.567	0	0.029	0.005
Si	2.812	13.486	5.597	0.011	0.004	0.013
Si	5.56	16.244	5.56	-0.013	-0.03	0.006
Si	8.302	2.61	5.434	-0.032	-0.022	-0.025
Si	5.519	5.335	5.46	0	0.009	0.003
Si	8.206	8.068	5.483	0.001	0.021	-0.025
Si	5.61	10.705	5.467	0.029	0.004	-0.01
Si	8.313	13.453	5.525	0.026	-0.033	0.004
Si	11.047	16.178	5.496	0.008	-0.011	0.004
Si	13.747	2.598	5.533	0.004	-0.011	0.004
Si	10.943	5.326	5.468	-0.005	-0.011	0.001
Si	13.681	8.062	5.491	-0.028	0.007	-0.012
Si	10.958	10.803	5.562	0.033	0.043	0.007
Si	13.724	13.509	5.501	-0.004	0.024	-0.014
Si	1.522	1.301	6.886	-0.014	0.007	-0.015
Si	4.215	3.979	6.865	0.027	-0.028	0.009
Si	1.493	6.686	6.834	0.016	0.004	-0.018
Si	4.223	9.368	6.83	-0.01	-0.021	0.003
Si	1.448	12.126	6.925	-0.011	0.005	0.008
Si	4.204	14.861	6.905	-0.003	0	0.006
Si	6.951	1.282	6.863	0.016	0.007	0.002
Si	9.618	3.961	6.85	0.017	0.009	-0.014
Si	6.874	6.694	6.844	-0.023	0.007	-0.005
Si	9.59	9.407	6.866	-0.023	0.009	-0.012
Si	6.938	12.085	6.859	-0.022	0.007	0.011
Si	9.663	14.842	6.862	-0.002	-0.006	0.012
Si	12.385	1.225	6.875	0.036	-0.009	0.008
Si	15.107	4.003	6.836	-0.022	-0.021	-0.005
Si	12.325	6.681	6.834	-0.012	-0.003	0
Si	15.038	9.4	6.886	0.015	-0.012	0.004
Si	12.367	12.15	6.88	-0.002	-0.027	-0.014
Si	15.076	14.872	6.88	-0.012	0.015	-0.012
Si	0.124	2.639	8.221	0.022	0.008	0.008
Si	2.857	-0.082	8.251	0.015	0.012	0.004
Si	0.134	8.049	8.205	-0.02	-0.005	-0.011
Si	2.841	5.335	8.215	-0.021	-0.012	-0.005
Si	16.422	13.51	8.255	-0.004	-0.022	-0.002
Si	2.861	10.745	8.209	-0.005	0.006	-0.013
Si	5.583	2.629	8.226	0.004	0.03	0.01
Si	8.291	16.208	8.216	-0.017	-0.02	-0.012
Si	5.551	8.037	8.241	0.018	-0.008	0.011
Si	8.257	5.33	8.203	-0.007	-0.016	0.003
Si	5.576	13.469	8.221	-0.001	-0.02	0
Si	8.267	10.754	8.258	0.005	0.008	0.004
Si	10.993	2.596	8.209	-0.012	-0.011	-0.018
Si	13.725	16.212	8.258	-0.006	0.006	0.019
Si	10.971	8.04	8.205	0.008	0.003	0.004
Si	13.715	5.336	8.199	0.01	0.012	0
Si	11.005	13.498	8.24	0.029	0.033	0.005
Si	13.702	10.773	8.242	-0.009	-0.004	0.008
Si	1.489	3.983	9.579	-0.003	0.006	0
Si	4.229	1.267	9.597	0.014	0.001	0.002
Si	1.494	9.406	9.581	0.015	-0.011	0.004
Si	4.196	6.682	9.596	-0.002	0.002	0.008
Si	1.485	14.871	9.594	-0.02	0.011	-0.001
Si	4.213	12.112	9.587	-0.01	0.002	-0.004
Si	6.922	3.98	9.598	-0.012	-0.002	0
Si	9.638	1.241	9.595	0.009	-0.007	0.004
Si	6.913	9.392	9.612	-0.014	0.009	0.015
Si	9.624	6.678	9.577	0.003	0.001	-0.011
Si	6.929	14.846	9.581	0.02	0.006	0.004
Si	9.634	12.133	9.588	0	-0.012	-0.009
Si	12.357	3.962	9.567	0.004	-0.012	0
Si	15.09	1.27	9.587	-0.011	-0.006	0.001
Si	12.332	9.403	9.571	0.002	0.003	-0.006
Si	15.09	6.691	9.562	0.013	0.011	0.008
Si	12.349	14.855	9.603	-0.006	-0.025	-0.006
Si	15.072	12.132	9.597	-0.009	0.012	0.001

Results
total energy: -115445.891 eV
total energy less fixed offsets of O -438.35, Si -107.03 eV per atom: 20.449 eV
